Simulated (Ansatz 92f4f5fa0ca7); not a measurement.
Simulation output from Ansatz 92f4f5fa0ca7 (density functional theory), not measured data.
Periodic cell of 322 atoms, Si176O146, from a study of silicon, its oxide and their interface. The atomic structure is a simulated model.

Settings: functional PBE; potential files Ansatz PAW; basis plane waves; wave-function cutoff 700 eV; density cutoff ratio 5; exchange-correlation grid ratio 2; k mesh 2 x 2 x 1, shifted by 0.5 0.5 0.5 of a step; self-consistency stop 5e-08 eV per atom in the density residual; occupations Fermi-Dirac, 0.05 eV; spin none; net charge 0.

Cell vectors (angstrom)
a, 15.4691, 0, 0.0054
b, 0, 15.4691, 0.0169
c, -0.6618, -0.9322, 22.2483

Atoms: element, x, y, z (angstrom)
Si, -2.4163, -1.6534, 14.9257
Si, -2.7461, 3.412, 14.7458
Si, -2.7141, 6.5972, 14.73
Si, -2.6514, -4.0772, 14.9675
Si, 1.2662, -1.3109, 14.6867
Si, 1.3644, 3.1707, 14.7696
Si, 1.7879, 6.2935, 14.3339
Si, 1.3647, 10.9882, 14.8348
Si, 5.0214, -0.3787, 14.6527
Si, 5.0074, 2.1176, 14.6624
Si, 5.1942, 7.0547, 14.9642
Si, 5.2272, 10.187, 14.9374
Si, 8.7073, -0.4865, 14.3935
Si, 9.024, 2.6603, 14.6792
Si, 9.0908, 7.1675, 15.0018
Si, 7.2005, 10.6341, 16.108
Si, -0.5708, -0.9931, 16.1388
Si, -0.6988, 2.9908, 15.9561
Si, -0.7437, 6.863, 15.9742
Si, -0.6579, 10.679, 16.0543
Si, 3.1834, -0.918, 16.0057
Si, 3.2443, 2.853, 16.1115
Si, 3.2474, 6.7127, 16.1498
Si, 3.2702, 10.6294, 16.1819
Si, 6.9664, -0.8478, 15.9106
Si, 6.9903, 2.8952, 15.8696
Si, 7.1422, 6.8, 16.2023
Si, 9.2238, 10.3029, 14.9076
Si, -4.3134, -1.0447, 16.1671
Si, 10.8835, 2.965, 16.1306
Si, 10.9981, 6.8787, 16.2841
Si, 11.0466, 10.698, 16.3748
Si, -0.0495, 1.9748, -4.8894
Si, 0.0456, 5.8272, -4.8438
Si, -0.0321, 9.6593, -4.8143
Si, 0.0434, -1.9794, -4.7354
Si, 3.794, 1.8888, -4.789
Si, 3.9492, 5.7145, -4.7455
Si, 3.8109, 9.5978, -4.7627
Si, 3.9484, -1.9133, -4.8375
Si, 7.7328, 1.9653, -4.9013
Si, 7.7118, 5.7109, -4.8508
Si, 7.8289, 9.6615, -4.7136
Si, 7.7985, -1.8619, -4.9613
Si, 11.6539, 1.913, -4.7955
Si, 11.5957, 5.8041, -4.7066
Si, 11.7346, 9.691, -4.5588
Si, 11.6438, -1.9176, -4.5683
Si, -1.9037, 1.9541, -3.3742
Si, -1.8791, 5.7368, -3.3941
Si, -1.817, 9.6171, -3.2357
Si, -1.8525, -1.915, -3.2898
Si, 1.8501, 1.8843, -3.4857
Si, 1.9717, 5.7831, -3.4178
Si, 1.8877, 9.6329, -3.4221
Si, 1.9998, -2.0217, -3.4636
Si, 5.8075, 2.0345, -3.533
Si, 5.8505, 5.733, -3.3562
Si, 5.83, 9.5612, -3.4822
Si, 5.9054, -1.816, -3.5557
Si, 9.656, 1.8806, -3.4898
Si, 9.62, 5.8069, -3.4295
Si, 9.7199, 9.737, -3.3111
Si, 9.6277, -1.9273, -3.4172
Si, -1.8883, 0.0589, -1.9435
Si, -1.9135, 3.8496, -1.904
Si, -1.8593, 7.5891, -1.9454
Si, -1.8299, 11.6078, -1.9329
Si, 1.8897, -0.0886, -2.1694
Si, 1.915, 3.7957, -2.122
Si, 1.9822, 7.7506, -2.0087
Si, 1.9639, 11.5438, -2.0424
Si, 5.8524, 0.1674, -2.1963
Si, 5.8146, 3.8173, -1.9392
Si, 5.8407, 7.6617, -2.0002
Si, 5.9322, 11.6087, -2.3806
Si, 9.662, -0.0517, -2.0593
Si, 9.6344, 3.8346, -2.1564
Si, 9.6611, 7.7833, -2.0443
Si, 9.66, 11.6722, -1.9353
Si, 0.0976, -0.0559, -0.6244
Si, 0.112, 3.792, -0.5794
Si, 0.0889, 7.6285, -0.5629
Si, 0.1076, 11.5902, -0.5399
Si, 3.8593, 0.0929, -0.9167
Si, 3.7874, 3.7617, -0.6568
Si, 3.9225, 7.7491, -0.5621
Si, 4.0678, 11.5495, -1.0313
Si, 7.7059, 0.0741, -0.7477
Si, 7.8179, 3.8607, -0.6142
Si, 7.7731, 7.7708, -0.6033
Si, 7.6185, -3.8072, -0.75
Si, 11.5766, 0.0045, -0.6122
Si, 11.4631, 3.8283, -0.6804
Si, 11.5841, 7.6633, -0.6685
Si, -3.8202, -3.8216, -0.6355
Si, 0.7229, 1.816, 0.6551
Si, 0.8539, 5.701, 0.6281
Si, -0.3379, 9.6131, 0.677
Si, -0.2137, -1.9486, 0.8083
Si, 3.1631, 1.8039, 0.6092
Si, 3.2865, 5.7205, 0.5814
Si, 3.0826, 8.6898, 4.4673
Si, 4.4424, -1.9294, 0.0892
Si, 8.475, 1.8963, 0.5633
Si, 8.392, 5.8388, 0.6472
Si, 7.1307, 9.7498, 0.5873
Si, 6.8548, -1.829, 0.3653
Si, 10.8825, 1.9124, 0.6295
Si, 10.8297, 5.7671, 0.5573
Si, -3.5443, 9.628, 0.5991
Si, -3.4229, -1.9059, 0.7398
Si, -0.8191, 2.0502, 3.4261
Si, -0.7435, 5.0124, 3.1228
Si, 0.0937, 9.0565, 3.6159
Si, 1.4527, -1.9701, 3.6313
Si, 4.0773, 1.3249, 2.7453
Si, 4.1827, 6.2191, 3.527
Si, 4.6999, 9.8261, 0.4531
Si, 3.6645, -1.7854, 3.0022
Si, 7.019, 2.246, 3.2785
Si, 7.2552, 5.4173, 3.608
Si, 7.5745, 10.4174, 2.8593
Si, 7.7451, -1.8788, 2.4976
Si, 11.5094, 2.2471, 2.9116
Si, -3.5404, 5.2113, 2.5247
Si, 10.5073, 10.2897, 3.3082
Si, 10.7667, -2.006, 2.7124
Si, -0.2275, 4.6866, 10.7821
Si, -3.6849, 1.1325, 10.3516
Si, -2.6981, 7.7957, 7.0222
Si, 3.4485, 2.3257, 5.5477
Si, 0.4913, 11.1808, 5.4997
Si, 9.1084, 1.5467, 9.651
Si, 4.689, 10.8668, 3.3983
Si, -3.5475, 10.5075, 5.9656
Si, -2.3637, 5.9882, 9.3306
Si, -1.8171, 6.711, 4.2541
Si, 5.1223, -1.6451, 11.6356
Si, -0.1787, -0.1268, 5.574
Si, 3.5453, -1.4628, 9.1755
Si, 3.1421, 5.1064, 6.2437
Si, -1.7398, -2.7852, 9.6041
Si, 1.8186, 2.3754, 10.2091
Si, 1.5822, 7.0344, 11.3861
Si, 4.6501, 2.9863, 11.544
Si, 10.7592, -0.1571, 7.9102
Si, 6.3063, -0.8367, 7.8748
Si, -3.1862, 7.6223, 11.7737
Si, 7.2229, 8.3522, 7.7651
Si, 9.7703, 10.2351, 8.0808
Si, -1.7796, 2.4477, 12.164
Si, -3.5296, 10.154, 10.2467
Si, 5.6388, 3.7664, 6.8895
Si, 1.9454, 9.7898, 7.8097
Si, 1.2678, -3.548, 9.8198
Si, 0.7834, 0.9904, 12.6445
Si, 2.6121, 6.9894, 8.5038
Si, 4.41, 8.7118, 7.2462
Si, 10.5855, 0.0028, 4.9244
Si, 8.6719, 4.9755, 12.7295
Si, 8.1367, -0.9202, 11.3408
Si, 8.9469, -2.3603, 8.892
Si, 8.0765, 5.5774, 6.4442
Si, -3.2622, -1.3323, 12.0263
Si, 10.9136, -3.9496, 12.6993
Si, -1.7071, -2.5497, 6.5832
Si, 1.9077, 0.7621, 7.6327
Si, 5.6425, 5.6961, 12.2482
Si, 1.9778, 9.9767, 11.9916
Si, 6.3979, 2.0921, 9.2834
Si, 7.4485, -0.1621, 5.0094
Si, 5.0254, 10.72, 12.0086
Si, 6.6769, 8.2742, 10.8766
Si, 10.5271, 6.2012, 8.0333
Si, 9.4699, 6.9563, 10.86
O, 0.3975, 7.0411, 14.7708
O, 9.977, -1.2672, 15.03
O, 0.1495, 1.5853, 2.2001
O, 0.521, 5.5733, 2.2546
O, 0.4351, 9.6152, 2.1258
O, 1.4893, 8.4603, 4.2176
O, 0.5682, -1.9319, 2.2453
O, 5.5474, 2.0052, 2.6553
O, 3.8395, 5.476, 2.1255
O, 5.7484, 5.9704, 3.8661
O, 4.2074, 10.4176, 1.9087
O, 3.4829, -2.0897, 1.4151
O, 8.0894, 1.7512, 2.1608
O, 7.8544, 5.9744, 2.2056
O, 8.9455, 9.8274, 3.5515
O, 9.2984, -1.3775, 2.3305
O, -2.3637, 1.9148, 2.9532
O, -2, 4.7986, 2.04
O, -1.952, 9.6515, 1.0287
O, -1.8203, -1.9179, 1.1791
O, -2.3503, -1.1209, 13.3555
O, -2.9196, 2.6241, 13.3085
O, -2.7871, 5.004, 14.3254
O, -2.7255, 7.4771, 13.3292
O, 11.0344, -2.3544, 12.4741
O, -3.1877, 10.9785, 13.4577
O, 1.5326, 9.9838, 13.5537
O, 1.3286, -2.9125, 14.2824
O, 1.1498, -0.4625, 13.2744
O, 1.5482, 2.1448, 13.5006
O, -2.3911, -4.277, 9.706
O, 2.2845, 6.7823, 12.8465
O, 1.4128, -4.1176, 11.3307
O, 4.9054, -1.1371, 13.1719
O, 4.716, 2.5965, 13.115
O, 5.8512, 2.1829, 10.8029
O, 7.155, 4.2425, 6.5988
O, 5.0078, 6.0265, 13.7036
O, 5.2595, -4.3942, 13.5582
O, 5.1947, 8.6157, 14.4219
O, 6.5571, -1.1403, 11.1054
O, 6.1886, 9.7162, 11.46
O, 9.0768, 1.0914, 14.2102
O, 8.4172, -1.0881, 12.9199
O, 1.052, 3.7865, 10.3921
O, 9.1457, 3.5336, 13.2877
O, 9.1677, 6.116, 13.7661
O, 5.0461, -3.2569, 11.3464
O, -0.4098, 3.578, 3.8052
O, 0.962, -0.8078, 4.6464
O, -2.0109, 7.3185, 8.4305
O, 1.2815, -3.3844, 4.4039
O, 3.2386, 2.0143, 3.9688
O, 4.2706, -0.2673, 3.1296
O, 3.2059, 5.7199, 4.7316
O, 3.8823, 7.8097, 3.3439
O, 3.5697, 10.2352, 4.3725
O, 4.6755, -2.9722, 3.5554
O, 7.2395, 1.4016, 4.6353
O, 7.2334, 3.8084, 3.5589
O, 8.1995, 5.8882, 4.8465
O, -1.1123, 7.9837, 3.511
O, 7.7845, -3.4474, 2.8755
O, 9.4501, 0.7681, 8.2522
O, 10.7349, 1.4016, 4.0875
O, 1.3488, 8.6451, 11.2959
O, 11.27, 3.8559, 3.21
O, -3.3339, 6.4023, 3.6507
O, 10.6107, -3.5733, 3.1094
O, -3.9486, 9.9006, 4.5069
O, 7.4191, 6.8512, 7.1963
O, 11.2788, -1.1719, 4.0242
O, 10.5061, 2.1411, 10.228
O, -1.0204, 3.8664, 11.9467
O, 4.6689, 5.059, 6.8145
O, 5.0291, 2.6841, 5.8157
O, 1.4917, 10.2303, 6.3247
O, -0.3092, -3.3857, 6.5545
O, 0.4793, 0.3137, 6.9944
O, -3.9421, 0.0637, 11.5587
O, 0.2195, 6.1414, 11.368
O, 3.5773, 9.9945, 7.8399
O, 9.0383, -0.3715, 5.2768
O, 6.508, -0.5532, 6.2752
O, 9.7139, 6.9226, 9.2532
O, 10.9536, 9.6305, 9.0515
O, 8.6157, 9.1707, 7.6661
O, -1.9204, 6.9953, 5.8411
O, 10.6702, 7.6292, 11.6991
O, 10.5145, 10.7355, 6.7373
O, -1.1389, 4.9279, 9.4413
O, -3.7032, 5.3281, 8.6523
O, -2.1118, -2.2244, 8.1194
O, -2.3704, -1.8791, 10.7876
O, 6.3185, 0.5894, 8.6686
O, 9.0286, -3.9635, 8.7384
O, 2.5602, 3.6008, 6.0286
O, 2.263, 5.8344, 7.3968
O, 5.7206, 7.0716, 11.4002
O, 1.111, 10.6465, 8.8663
O, 1.739, 2.0309, 8.6284
O, 4.7605, 4.6079, 11.4411
O, 2.5286, -0.4132, 8.5214
O, 9.5277, 5.3013, 7.1301
O, 6.6778, 8.3473, 9.2774
O, 8.9722, -2.0159, 10.4832
O, 10.257, -1.6925, 8.1635
O, 8.5244, 0.5501, 10.7942
O, 9.1458, 8.7179, 14.4396
O, 7.5495, -1.7955, 8.2884
O, -2.3724, 1.9959, 10.7211
O, -0.6733, 1.1815, 4.7723
O, 10.8755, 10.8323, 11.2667
O, -0.806, 1.2849, 12.7494
O, 3.5976, 9.9676, 11.8004
O, 1.4799, 4.6946, 14.1735
O, 3.3145, 2.5465, 10.7701
O, 3.9932, -0.9779, 10.6687
O, 7.043, -1.0647, 3.7162
O, 11.2944, 0.0679, 6.3934
O, 5.537, 3.1048, 8.3635
O, 2.9615, 1.0656, 6.432
O, 4.1592, 7.4928, 8.3108
O, 9.3113, 5.3865, 11.2971
O, 7.9489, 2.6162, 9.3146
O, -2.6517, 6.3815, 10.8808
O, 1.173, 1.1449, 11.0756
O, 9.5581, -4.2869, 13.5369
O, 8.1959, 7.8685, 11.291
O, -0.47, 10.223, 4.603
O, 5.9699, 9.0259, 6.9449
O, -2.8098, -3.5089, 5.861
O, -3.5362, 0.3198, 8.9418
O, 2.6272, -2.7971, 9.3433
O, 3.6144, 8.1911, 5.9161
O, 11.1975, 7.3492, 7.0778
O, 2.4208, 6.5626, 10.0621
O, 1.6173, 8.2301, 8.1311
O, 7.0683, 4.9876, 12.5623
O, -2.6178, 9.3984, 6.737
O, 11.001, 9.546, 1.952
O, 4.8851, -1.5868, 8.2256
O, 6.1688, 10.2147, 3.6937
O, -0.1199, -2.7127, 9.7535
O, -1.4306, -1.1482, 5.8024
O, -2.7062, 8.9892, 11.0332

Results
free energy: -194946.648 eV
free energy less fixed offsets of O -569.03, Si -635.61 eV per atom: -0.908 eV

Forces (eV/angstrom), in the order of the atoms: element, x, y, z
Si, -0.0669, -0.2096, 0.2988
Si, 0.091, -0.0113, 0.3524
Si, 0.02, 0.0511, 0.3127
Si, 0.14, 0.1177, 0.3268
Si, -0.0018, 0.0516, 0.4045
Si, -0.0226, -0.0235, 0.349
Si, 0.0928, -0.0678, 0.2678
Si, -0.0085, 0.0331, 0.425
Si, 0.019, 0.0659, 0.2612
Si, 0.0408, -0.1339, 0.3348
Si, 0.0337, 0.0481, 0.3417
Si, 0.0194, -0.0099, 0.4205
Si, -0.2415, 0.0717, 0.2722
Si, -0.0962, 0.0258, 0.3865
Si, -0.0605, -0.082, 0.3781
Si, -0.0456, -0.0285, -0.0026
Si, -0.0251, -0.0142, -0.0238
Si, -0.0053, 0.0064, 0.0497
Si, -0.16, -0.0134, 0.1749
Si, -0.0634, 0.0159, -0.0386
Si, 0.0104, -0.0077, 0.0019
Si, 0.0116, -0.0357, -0.0032
Si, -0.0125, -0.0252, 0.0045
Si, 0.0105, -0.0104, -0.0252
Si, -0.0387, 0.049, -0.034
Si, -0.0083, -0.0111, 0.0124
Si, 0.0261, 0.039, 0.0028
Si, 0.0118, 0.0098, 0.3594
Si, 0.2023, 0.0578, 0.2198
Si, -0.0094, -0.0322, 0.0485
Si, 0.0275, -0.0085, 0.0117
Si, 0.028, -0.0166, 0.0022
Si, 0.024, 0.0078, -0.0392
Si, -0.0359, -0.0168, -0.0175
Si, 0.0258, 0.0096, -0.0289
Si, -0.0678, -0.0031, -0.0529
Si, 0.015, -0.0066, -0.0299
Si, -0.0149, 0.0012, -0.0014
Si, 0.0425, 0.0033, 0.0052
Si, -0.021, 0.0197, -0.0196
Si, -0.0083, 0.0012, -0.0146
Si, 0.0323, 0.0072, -0.0057
Si, -0.0115, 0.0053, 0.0164
Si, 0.0103, 0.0009, -0.0039
Si, -0.032, 0.0073, -0.0485
Si, 0.0287, 0.002, -0.0157
Si, -0.0205, -0.0073, -0.018
Si, -0.0163, 0.0162, -0.0481
Si, -0.0209, -0.0057, -0.0335
Si, -0.0045, 0.0009, -0.0321
Si, -0.0148, 0.0055, 0.0548
Si, 0.0407, -0.045, 0.0809
Si, -0.0077, 0.0134, -0.009
Si, -0.0361, 0.0228, -0.0079
Si, 0.0193, 0.0014, 0.0233
Si, 0.0262, -0.0082, -0.0125
Si, 0.0071, 0.0281, -0.0435
Si, -0.0427, -0.0021, -0.0034
Si, 0.0219, 0.0023, -0.0085
Si, 0.0011, -0.0039, 0.0353
Si, -0.0061, 0.0154, 0.0115
Si, 0.0132, 0.0289, 0.0234
Si, -0.0392, 0.0004, -0.0296
Si, -0.0231, 0.0131, -0.0067
Si, 0, -0.0275, 0.0202
Si, 0.0341, -0.0328, 0.0211
Si, 0.0133, 0.0712, 0.0269
Si, 0.0281, -0.0013, -0.0305
Si, 0.0072, 0.0307, 0.043
Si, 0.0222, -0.0024, 0.073
Si, -0.0051, -0.058, 0.0853
Si, -0.0593, 0.0041, 0.0079
Si, -0.0098, -0.0359, 0.0536
Si, 0.0007, -0.0275, 0.0407
Si, 0.0393, 0.0791, 0.0952
Si, 0.0178, 0.0368, 0.0413
Si, -0.0056, 0.059, 0.0323
Si, -0.0079, -0.0389, 0.0562
Si, -0.0035, -0.0651, 0.0638
Si, 0.0412, -0.016, 0.0021
Si, 0.0065, 0.0104, -0.0179
Si, 0.036, -0.0013, -0.0206
Si, -0.0012, -0.0686, -0.0378
Si, -0.0419, 0.0296, 0.0401
Si, 0.018, 0.0275, -0.0105
Si, -0.0379, 0.018, -0.0051
Si, -0.0063, 0.0067, -0.0494
Si, 0.0414, -0.0163, 0.0116
Si, -0.038, -0.0322, -0.0152
Si, 0.0365, 0.0306, 0.0316
Si, -0.0232, 0.0435, -0.0139
Si, -0.0802, 0.0264, 0.0183
Si, 0.0362, 0.0192, -0.0399
Si, -0.0014, 0.0167, -0.0027
Si, -0.0294, -0.0994, -0.0033
Si, 0.0247, 0.0194, 0.0058
Si, 0.1031, 0.0207, -0.2869
Si, 0.0695, 0.0278, -0.3236
Si, 0.0415, -0.0236, -0.3614
Si, 0.0602, -0.0347, -0.4382
Si, -0.0266, -0.0379, -0.0909
Si, -0.1592, -0.0042, -0.3105
Si, -0.0429, 0.0284, -0.0863
Si, 0.2666, 0.0199, -0.3084
Si, 0.1158, 0.0111, -0.3059
Si, 0.1912, 0.0019, -0.3475
Si, -0.0218, -0.0427, 0.0095
Si, -0.0354, 0.0192, -0.1046
Si, 0.0141, 0.0389, -0.0699
Si, 0.0132, 0.0095, -0.0409
Si, -0.0195, 0.0273, -0.3744
Si, -0.1473, 0.015, -0.1928
Si, -0.0151, 0.0019, -0.2222
Si, -0.1148, 0.098, -0.0732
Si, 0.0186, -0.0419, -0.1048
Si, -0.0174, 0.0179, -0.1608
Si, -0.0799, 0.0091, -0.2779
Si, -0.0414, -0.0322, -0.1813
Si, 0.1973, -0.0981, -0.3418
Si, -0.1292, 0.0034, -0.1136
Si, 0.1062, -0.0685, -0.2039
Si, -0.0086, -0.0627, -0.2318
Si, -0.0843, -0.0206, -0.4173
Si, -0.138, -0.0333, -0.3492
Si, -0.0077, -0.0185, -0.304
Si, -0.121, -0.0156, -0.3135
Si, -0.0148, 0.0805, -0.1743
Si, 0.0231, -0.0493, -0.1823
Si, -0.0012, -0.0932, 0.0564
Si, -0.0368, -0.103, 0.0024
Si, -0.0648, -0.0626, -0.0604
Si, 0.0539, 0.0651, -0.0582
Si, -0.0851, 0.0629, -0.0909
Si, 0.064, -0.1986, -0.0072
Si, 0.1158, -0.0597, -0.2965
Si, -0.0204, -0.0319, -0.0506
Si, 0.0006, 0.058, 0.0045
Si, 0.0833, -0.1441, -0.1255
Si, 0.0382, 0.0271, 0.2204
Si, 0.0269, -0.0157, -0.1248
Si, 0.0284, 0.0003, 0.0145
Si, 0.097, -0.0349, -0.1002
Si, -0.0564, -0.0493, 0.1065
Si, -0.0831, -0.0041, 0.1258
Si, 0.0069, -0.0358, 0.1288
Si, 0.0093, -0.0234, 0.1333
Si, -0.1053, 0.1044, 0.0591
Si, 0.0362, 0.0487, 0.0061
Si, -0.0304, -0.046, 0.1103
Si, 0.0263, 0.0022, 0.0427
Si, 0.0794, 0.0319, -0.0163
Si, 0.065, 0.0287, 0.1251
Si, -0.0075, 0.1133, 0.1319
Si, -0.1217, -0.0165, -0.0503
Si, 0.0757, -0.0407, -0.0346
Si, 0.0045, 0.004, 0.0085
Si, 0.0258, 0.0596, 0.1518
Si, 0.0283, 0.0925, -0.0352
Si, -0.1305, 0.0157, -0.0406
Si, -0.0769, 0.0298, -0.1414
Si, -0.0275, 0.0942, 0.2143
Si, -0.0078, 0.0329, 0.109
Si, -0.0193, 0.1486, 0.0109
Si, -0.0434, 0.052, -0.0642
Si, 0.0935, -0.0843, 0.1286
Si, 0.1809, -0.0359, 0.2286
Si, 0.108, -0.086, -0.0259
Si, -0.0095, 0.0467, -0.0564
Si, 0.1333, 0.0204, 0.1629
Si, 0.0394, 0.0341, 0.1307
Si, 0.0074, -0.0673, -0.0424
Si, 0.0878, -0.0239, -0.1198
Si, -0.0522, 0.0267, 0.1603
Si, 0.0343, -0.0626, 0.0833
Si, 0.0829, 0.0769, 0.0526
Si, 0.0148, -0.0653, 0.063
O, -0.0094, 0.1035, -0.1022
O, 0.0183, -0.0939, -0.0544
O, 0.0044, -0.1008, 0.1458
O, 0.1073, 0.0581, 0.2014
O, 0.1538, 0.0704, 0.1137
O, 0.0527, -0.118, 0.0701
O, 0.0711, 0.0077, 0.2305
O, -0.0654, 0.0602, -0.0946
O, 0.0797, -0.078, 0.1747
O, 0.0375, 0.0546, 0.0987
O, -0.1779, 0.0691, 0.0877
O, -0.188, -0.012, 0.1598
O, -0.0269, -0.0001, 0.219
O, -0.095, 0.0762, 0.2099
O, 0.0026, -0.1944, 0.2097
O, 0.1158, 0.1398, -0.1209
O, -0.0086, -0.0891, -0.0299
O, 0.0939, -0.0464, -0.0493
O, -0.0119, -0.0257, 0.1497
O, -0.0828, 0.0347, 0.1574
O, 0.1526, 0.1549, -0.1859
O, -0.1427, -0.1068, -0.103
O, -0.038, 0.012, -0.1318
O, 0.0532, 0.1501, -0.1533
O, -0.2142, 0.1159, -0.0581
O, 0.0435, -0.1461, -0.2455
O, -0.0568, -0.1396, -0.1296
O, 0.0214, 0.0443, -0.1837
O, -0.0022, -0.0348, -0.2458
O, 0.1383, -0.0581, -0.0794
O, 0.0738, -0.1024, -0.0621
O, 0.1399, 0.0774, -0.1749
O, -0.0919, 0.1169, 0.0673
O, -0.0609, -0.1156, -0.1931
O, -0.0167, 0.0125, -0.1074
O, 0.0825, -0.0877, 0.0661
O, 0.1249, -0.1069, 0.0249
O, -0.0817, -0.131, -0.0879
O, 0.0555, 0.1891, -0.1408
O, -0.0317, 0.0016, -0.1568
O, -0.015, 0.0291, -0.1075
O, 0.1207, 0.0247, -0.0869
O, 0.0715, 0.0646, -0.1366
O, 0.0168, -0.1535, -0.1373
O, 0.0929, 0.0767, -0.0964
O, 0.0617, -0.0434, -0.2402
O, 0.1133, -0.0526, -0.1471
O, 0.0249, -0.0503, -0.1617
O, 0.0707, 0.0727, 0.2742
O, 0.1172, 0.0894, 0.0527
O, 0.2076, 0.1437, 0.0343
O, 0.1214, -0.1051, 0.0407
O, -0.1591, 0.0684, 0.0858
O, 0.0784, -0.0297, 0.1683
O, -0.1544, -0.0377, 0.0242
O, 0.0779, 0.0685, -0.1233
O, -0.1032, 0.1375, 0.1794
O, 0.0672, 0.0919, 0.2221
O, -0.0062, 0.1112, 0.2233
O, 0.0094, 0.011, 0.0957
O, 0.1831, 0.1243, 0.0239
O, -0.05, 0.0488, -0.0746
O, 0.0217, -0.0266, 0.1572
O, -0.129, 0.0824, -0.1567
O, -0.0646, 0.054, 0.2002
O, -0.141, 0.059, -0.1312
O, -0.1628, 0.0113, 0.2025
O, -0.091, 0.1635, 0.1881
O, 0.0219, 0.0079, 0.098
O, 0.1143, -0.1436, 0.0524
O, -0.0781, 0.0126, 0.0278
O, 0.1921, 0.0007, 0.1798
O, 0.0135, 0.3096, 0.0987
O, -0.0099, 0.1396, 0.0416
O, 0.0979, 0.1656, 0.1193
O, 0.1647, -0.1024, -0.066
O, 0.0655, -0.0523, -0.0229
O, 0.0747, 0.0091, 0.1315
O, -0.095, 0.0188, 0.1522
O, -0.1134, 0.0522, 0.0832
O, -0.1262, 0.0544, 0.0274
O, 0.1731, 0.2365, 0.0989
O, 0.002, -0.0663, 0.1305
O, -0.1252, -0.0458, -0.0027
O, -0.0822, 0.0418, -0.0648
O, -0.0292, -0.1063, -0.0261
O, 0.0187, 0.0216, -0.0744
O, 0.1328, -0.1026, 0.1342
O, -0.1087, 0.1177, 0.0825
O, -0.1394, 0.1122, -0.0459
O, 0.0218, -0.1076, -0.2328
O, -0.0345, -0.3034, -0.0023
O, -0.0876, 0.1186, 0.0233
O, 0.1297, 0.0153, -0.1138
O, -0.0326, -0.0165, -0.0084
O, -0.1272, -0.0273, 0.0721
O, -0.2794, 0.0175, 0.0448
O, -0.193, -0.0669, 0.0426
O, -0.1316, 0.0519, -0.1283
O, -0.1378, -0.0682, 0.0136
O, -0.0545, 0.1152, -0.0742
O, -0.1146, 0.1043, -0.1958
O, -0.0458, -0.0521, 0.0265
O, 0.0675, -0.2054, -0.0561
O, -0.0865, 0.0086, -0.0443
O, 0.0847, -0.1771, 0.0526
O, 0.0902, -0.1665, -0.0597
O, -0.0461, 0.0865, 0.1039
O, 0, 0.0198, -0.1705
O, -0.0789, -0.1051, -0.0597
O, 0.0506, 0.07, -0.2184
O, -0.0321, 0.0236, 0.1676
O, -0.1929, -0.0317, -0.1376
O, -0.1291, -0.1314, 0.04
O, 0.0294, -0.1191, -0.1243
O, -0.0304, 0.0194, -0.1433
O, 0.0305, -0.0009, -0.0716
O, -0.1069, 0.1319, 0.0635
O, -0.1858, 0.012, 0.1344
O, 0.1995, 0.0473, 0.0344
O, -0.0746, 0.0722, 0.0925
O, 0.0668, -0.1528, -0.0188
O, 0.1697, -0.1244, 0.1658
O, 0.0661, -0.1816, -0.1997
O, 0.0652, 0.2525, -0.0432
O, 0.0484, -0.1171, 0.0731
O, 0.0085, -0.1704, -0.1524
O, -0.1384, 0.0995, -0.1844
O, 0.0338, 0.1496, 0.0847
O, -0.1929, 0.0201, 0.05
O, 0.0942, 0.1294, -0.1279
O, -0.0719, 0.0616, -0.0893
O, 0.2265, -0.0402, -0.1102
O, 0.0682, -0.0432, -0.0606
O, 0.0026, -0.124, 0.0488
O, -0.1693, 0.0494, -0.1244
O, 0.1177, -0.131, -0.016
O, -0.262, -0.0539, 0.0146
O, -0.0482, -0.1171, -0.0369
O, 0.1444, 0.0657, 0.0792
O, -0.0976, -0.1344, 0.1421
O, 0.0025, -0.1405, -0.127
O, 0.0128, -0.1107, 0.2835
O, 0.0407, 0.1305, 0.0447
O, -0.1779, 0.044, -0.0335
O, 0.2053, 0.0674, -0.04

The program warned: the cutoff lies below the one the program advises for these potential files.
